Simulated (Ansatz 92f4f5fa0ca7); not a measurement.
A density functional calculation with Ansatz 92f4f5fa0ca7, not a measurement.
Periodic cell of 158 atoms, Si96O58N4, from a study of silicon, its oxide and their interface. The atomic structure is a simulated model.

Settings: functional r2SCAN; potential files Ansatz norm-conserving; basis plane waves; wave-function cutoff 1300 eV; density cutoff ratio 4; exchange-correlation grid ratio 1; k mesh 2 x 2 x 1, shifted by 0.5 0.5 0.5 of a step; self-consistency stop 5e-08 eV per atom in the density residual; occupations Fermi-Dirac, 0.05 eV; spin none; net charge 0.

Cell vectors (angstrom)
a	10.88	0	0
b	0	10.88	0
c	0	0	22.7217

Atoms and the computed forces on them: element, x, y, z (angstrom), force x, y, z (eV/angstrom)
Si	0.7867	-0.5122	-0.2607	-0.2464	0.3013	-0.5359
Si	3.0015	2.419	0.297	-0.0384	-0.0169	-0.7542
Si	-0.5262	5.6921	-0.2356	-0.1704	-0.7842	-0.5231
Si	2.6028	8.9364	-0.345	0.1962	0.1494	-0.4554
Si	5.2062	0.2223	0.0567	-0.0237	-0.0431	-0.5454
Si	7.9636	3.0305	0.0421	0.1006	-0.0219	-0.9565
Si	5.8068	5.2109	0.2283	-0.2892	-0.2488	-0.8004
Si	8.7804	7.5712	-0.3299	-0.0052	0.5816	-0.3153
Si	1.3347	1.2091	1.3212	0.0591	0.0007	0.0772
Si	4.117	4.0924	1.4134	0.159	0.1395	0.1131
Si	1.3897	6.7732	0.8849	0.2766	0.233	-0.2761
Si	4.0811	9.5454	1.3791	0.0963	-0.2024	-0.0635
Si	6.7564	1.4328	1.3056	0.071	0.143	-0.1326
Si	9.4886	4.1699	1.3848	0.0975	-0.0225	0.133
Si	6.7793	6.5998	1.745	0.2151	0.4084	0.1852
Si	9.9512	9.2811	0.7954	-0.1129	-0.1737	0.0318
Si	-0.0278	2.6709	2.6183	0.0441	0.0016	-0.0361
Si	2.6941	-0.0451	2.7666	-0.1052	-0.0765	0.2588
Si	0.1331	8.0261	2.5334	-0.2171	0.1935	-0.2766
Si	2.6452	5.5007	2.5505	-0.0202	-0.2076	-0.2564
Si	5.4524	2.7234	2.7646	-0.0587	0.1367	0.071
Si	8.0489	0.096	2.6797	-0.0442	-0.106	-0.6454
Si	5.349	8.0954	2.7619	-0.1652	0.219	0.1001
Si	8.2128	5.3202	2.967	0.1749	-0.0308	0.3314
Si	1.3598	4.0644	3.9663	-0.0933	0.0119	-0.0568
Si	4.0661	1.3507	4.1005	0.041	0.0307	-0.1255
Si	1.3207	9.4252	4.0539	0.1305	0.0408	-0.1751
Si	3.9666	6.7612	4.0678	0.0086	0.0548	0.0493
Si	6.8104	3.9689	4.2228	-0.1931	-0.0731	-0.0344
Si	9.4865	1.3473	4.0419	0.1328	0.0053	-0.0445
Si	6.7704	9.5024	4.0327	0.1114	-0.1661	-0.0485
Si	9.6215	6.804	4.0934	-0.0358	-0.0216	-0.2266
Si	-0.0664	-0.0644	5.3809	0.0351	0.0174	0.0248
Si	2.6977	2.7485	5.4184	0.0425	-0.0217	-0.0049
Si	0.0433	5.3837	5.4387	0.0455	-0.0112	0.066
Si	2.6771	8.1315	5.464	-0.0695	-0.0495	-0.0288
Si	5.4367	-0.024	5.4247	-0.1646	0.1821	-0.0359
Si	8.2043	2.6352	5.5267	-0.138	-0.0001	0.0781
Si	5.3844	5.4063	5.422	0.103	-0.0379	-0.0326
Si	8.194	8.1708	5.3877	-0.0592	-0.0089	0.0134
Si	1.2737	1.3554	6.7054	0.019	-0.0963	-0.0536
Si	4.0578	4.0833	6.8311	-0.0476	-0.0812	0.196
Si	1.367	6.7537	6.8277	0.0637	0.0181	0.1166
Si	4.0258	9.546	6.7725	-0.0247	0.05	0.0365
Si	6.8081	1.2686	6.8204	0.0709	0.0013	0.0229
Si	9.543	4.0498	6.8523	-0.0434	0.0249	0.0584
Si	6.8207	6.7709	6.7025	-0.0565	-0.0306	0.1414
Si	9.4878	9.4995	6.837	-0.0314	0.0337	0.138
Si	-0.0283	2.6147	8.2091	-0.0852	-0.0939	0.0835
Si	2.577	0.023	8.1076	0.0501	0.1015	-0.0104
Si	-0.0087	8.1055	8.1819	-0.0711	-0.0094	-0.1199
Si	2.7175	5.4539	8.2496	0.0841	-0.0786	0.0388
Si	5.4804	2.6781	8.1204	-0.0592	0.0732	-0.1257
Si	8.0808	-0.0873	8.2598	-0.0617	-0.1325	0.1959
Si	5.4428	8.1559	8.0051	0.0779	-0.1277	-0.1257
Si	8.1725	5.4576	8.1844	-0.1106	0.0577	-0.1771
Si	1.3153	4.0216	9.5268	-0.2097	0.1536	0.2501
Si	4.0446	1.3412	9.3801	0.1247	-0.2728	-0.1387
Si	1.2292	9.5409	9.5474	-0.0598	-0.065	0.2046
Si	4.0912	6.9836	9.4747	0.2452	0.0248	-0.0976
Si	6.8526	4.0336	9.4934	-0.0512	-0.0847	0.1688
Si	9.422	1.2809	9.6457	-0.0356	0.1649	0.2883
Si	6.7571	9.267	9.5812	0.1385	0.1635	0.2531
Si	9.5316	6.7874	9.6065	0.0519	-0.2129	0.4022
Si	-0.4662	-0.4082	10.9629	-0.0073	0.0879	0.4551
Si	3.1095	3.0558	10.6433	-0.056	0.5439	0.0654
Si	-0.2409	5.1619	10.976	-0.1218	-0.2503	0.313
Si	2.8931	8.4554	10.7864	-0.1577	0.3892	0.8669
Si	5.1085	-0.351	10.6348	-0.1889	0.3143	0.703
Si	8.3029	2.9615	10.9602	0.1548	0.0433	0.3012
Si	5.5747	5.1193	11.1242	-0.3749	0.2264	0.4383
Si	8.2955	8.1078	11.1489	0.303	0.0412	0.176
Si	-0.5324	2.6215	17.5259	0.0045	-0.1679	-0.2263
Si	1.0524	5.9103	15.7321	0.0019	-0.102	0.6356
Si	0.3142	8.5398	15.4095	-0.2096	0.0594	0.3492
Si	-0.9083	11.2151	15.7621	-0.2931	-0.1212	0.2783
Si	6.1184	1.6686	12.823	-0.046	-0.3075	0.269
Si	8.091	4.331	15.865	0.0583	0.03	-0.0312
Si	2.7205	9.2834	17.2521	0.0858	-0.1704	-0.1998
Si	7.2393	6.1442	13.5644	0.0115	0.0188	0.5187
Si	2.0081	-0.202	19.891	-0.4056	0.1998	-0.728
Si	4.5568	4.0939	18.7237	-0.0026	-0.1403	-0.3938
Si	3.2078	13.5409	12.8441	-0.1792	-0.4339	0.8262
Si	1.3229	7.025	13.1759	0.2177	0.526	0.4472
Si	11.8125	4.2362	13.5245	0.0596	-0.2526	0.6725
Si	11.6937	1.276	13.387	0.0833	0.0325	0.3244
Si	2.044	14.829	17.6974	0.225	0.0012	-0.353
Si	7.2933	5.0642	18.4514	-0.0933	-0.1371	0.0979
Si	5.693	-0.8614	17.266	0.0293	0.1729	-0.1459
Si	-3.7821	1.3644	15.5525	0.164	-0.1214	0.2961
Si	6.3357	7.1371	20.5885	0.1281	-0.5346	-0.363
Si	4.8284	9.6433	20.1949	0.3312	0.238	-0.5142
Si	13.5118	2.8705	20.2411	0.0897	0.2683	-0.3824
Si	9.5061	3.66	20.2528	0.0581	-0.0601	-0.3444
Si	4.3428	7.0964	18.5266	-0.3485	-0.2665	-0.4659
Si	17.4036	7.0813	16.4086	-0.1999	0.1643	-0.0638
O	0.6171	-0.273	20.7858	0.5548	-0.0511	0.521
O	-2.0408	-0.5469	1.3697	0.0247	0.0188	0.4309
O	1.7676	5.4283	17.0915	-0.127	-0.1946	-0.2971
O	2.2006	3.1507	21.7623	0.2444	-0.3045	0.255
O	-0.4534	4.7381	21.0822	-0.1626	0.3302	0.5374
O	3.625	3.5813	17.4549	-0.1913	0.228	0.5302
O	5.0844	6.76	17.0947	0.1336	0.1764	0.1817
O	16.2377	10.4009	18.8327	-0.2588	-0.2538	0.3421
O	5.7264	-0.6017	21.4216	-0.3635	0.0861	0.3431
O	4.0819	1.3583	-0.4079	-0.0599	-0.0105	0.5009
O	6.7799	4.0735	-0.4664	0.1729	0.1712	0.4234
O	8.7582	2.6758	21.3282	-0.217	0.2731	0.5026
N	5.1236	18.8952	19.7834	0.2901	0.1682	0.4691
O	7.7347	7.7936	21.1182	0.1321	-0.1065	0.4746
O	7.7757	7.654	0.9571	-0.1344	-0.4056	0.0452
O	-1.5784	-1.5053	11.5669	0.2835	0.0455	-0.5374
O	0.2268	0.2746	12.2795	-0.0077	-0.0653	-0.1773
O	5.9037	0.4467	11.8075	-0.1015	0.023	-0.1181
O	4.0685	5.6094	19.1064	0.1909	-0.008	0.023
O	-1.524	4.1662	11.4299	0.2305	-0.1028	-0.4383
N	0.5822	5.6002	12.501	-0.3822	-0.2987	-0.6559
O	2.3524	7.6746	12.1319	-0.0752	0.0607	-0.3526
O	5.2995	6.6455	10.5992	-0.3692	-0.5493	-0.0698
O	3.9385	-1.2724	11.3802	0.1088	-0.1512	-0.8348
O	2.9999	7.903	18.0882	0.2032	0.1769	-0.005
O	13.4324	3.9366	13.6536	-0.1944	-0.3375	-0.3385
O	7.4441	2.4731	12.3053	0.1212	0.1021	-0.3225
O	2.0659	6.4961	14.5702	-0.4717	0.0895	-0.355
O	6.1627	5.3116	12.6603	-0.0712	-0.0885	-0.534
O	7.9835	7.1968	12.532	0.0034	0.3411	-0.5443
O	6.5358	7.0333	14.7692	0.2395	-0.2964	-0.1658
O	6.4653	0.4843	16.7614	-0.0703	-0.1189	-0.1337
O	-3.7687	2.9911	15.7728	0.2294	0.0369	-0.139
O	10.0248	9.5902	15.8169	0.3234	0.1025	-0.1842
O	1.7423	9.082	15.9746	-0.0345	-0.0785	0.0647
O	0.3651	8.2385	13.7901	0.2343	-0.2673	-0.1033
O	4.8211	13.5055	13.0051	-0.0118	-0.0399	-0.109
O	1.0063	13.7706	17.0544	-0.0703	0.1723	0.2629
O	8.5745	0.8274	15.1439	0.0157	0.0803	0.0567
O	8.1981	5.0395	14.3729	-0.2195	0.1615	-0.2557
N	7.5448	5.6733	16.8609	-0.0268	-0.2421	0.0724
O	10.0489	11.9293	17.2182	0.0892	0.224	-0.236
O	-4.6519	0.9811	14.2696	0.0795	0.3388	-0.4238
O	-0.0081	7.092	16.1187	0.3916	0.0868	-0.3661
O	4.101	4.3938	11.0044	0.4131	0.0214	-0.3435
O	11.2063	11.7164	14.8571	0.0309	0.0373	-0.4054
O	1.8235	3.9383	19.307	0.1836	-0.2253	0.0538
O	-0.6153	2.7416	19.1442	-0.0684	0.2026	0.2102
O	4.1688	9.8052	16.6581	0.0314	-0.0605	0.3127
O	-1.5052	3.6578	16.682	-0.1043	-0.046	-0.0137
O	0.2871	13.685	13.0606	0.1373	0.0454	0.0151
O	2.4487	12.1783	13.3911	-0.1717	0.3623	-0.21
O	5.5418	6.2861	21.7324	0.231	-0.037	-0.0347
O	4.2238	3.1816	20.0203	-0.3124	0.022	0.0329
O	13.2482	1.3701	19.7428	0.0455	-0.1415	0.3376
O	11.2323	4.6393	14.9997	0.2531	0.0821	-0.4653
O	6.8147	-4.5761	19.3049	-0.1283	-0.0023	0.3754
N	14.0555	-1.1711	20.7105	-0.4438	-0.3598	1.0396
O	1.9172	10.2308	18.3088	0.2083	-0.0015	0.4455
O	6.6681	8.6982	16.9006	-0.271	-0.1282	0.0284
O	16.9973	3.9344	18.3774	0.0161	0.3862	0.2306
O	8.5238	4.4805	19.2726	0.0939	-0.0791	0.3418

Results
free energy: -39393.304 eV
free energy less fixed offsets of N -289.75, O -463.61, Si -117.95 eV per atom: -21.724 eV
pressure: -1.29 GPa
stress xx, yy, zz, yz, xz, xy (GPa, positive in tension): 0.44, 1.25, 2.2, 0.11, -0.37, 0.49

The program warned: the forces do not sum to zero within the program's tolerance.
